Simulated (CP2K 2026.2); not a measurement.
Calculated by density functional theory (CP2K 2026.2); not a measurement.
Periodic cell of 534 atoms, Si358O176, from a study of silicon, its oxide and their interface. The atomic structure is a simulated model.
Doubt: the forces sum to 1.86 eV/angstrom along one axis rather than to zero, so they err by at least 0.0035 eV/angstrom per atom on average; the grid cutoff is modest.

Settings
functional: PBE
method: Gaussian and plane waves
basis set: DZVP-MOLOPT-SR-GTH
pseudopotentials: GTH-PBE
grid cutoff: 350 Ry, relative cutoff 50 Ry
k points: Gamma only
occupations: fixed
spin: none
net charge: 0

Cell vectors (angstrom)
a 16.32 0 0
b 0 16.32 0
c 0.2625 0.019 35.1348

Atoms and the computed forces on them: element, x, y, z (angstrom), force x, y, z (eV/angstrom)
Si 16.39 0.099 34.592 0.231 -0.191 0.704
Si 2.812 2.612 0.249 0.004 -0.056 0.493
Si 0.991 4.9 35.022 -0.244 -0.008 0.749
Si 3.468 7.691 35.041 -0.348 0.404 0.088
Si 16.123 11.286 35.047 0.253 -0.28 0.738
Si 2.849 13.275 34.541 0.286 -0.453 0.143
Si 5.395 0.618 35.119 0.016 -0.044 0.736
Si 8.524 2.503 0.232 -0.159 0.136 0.739
Si 5.446 5.157 34.872 -0.207 -0.297 0.347
Si 7.893 8.523 0.109 0.407 -0.282 0.78
Si 5.749 10.762 0.266 -0.355 0.052 0.893
Si 8.637 13.475 35.097 -0.108 0.033 0.72
Si 10.746 0.255 0.131 0.084 -0.232 0.707
Si 14.05 2.284 34.726 -0.012 0.388 0.713
Si 10.803 5.373 0.078 0.024 0.124 0.712
Si 13.777 8.088 0.237 -0.307 0.125 0.587
Si 10.852 11.274 34.997 0.137 -0.219 0.681
Si 13.844 13.505 34.999 -0.143 0.32 0.654
Si 1.275 1.161 1.14 -0.087 -0.032 -0.043
Si 4.154 3.998 1.49 -0.013 0.012 -0.054
Si 1.554 6.665 1.26 -0.069 0.017 -0.001
Si 4.111 9.424 1.273 0.01 0.018 -0.035
Si 1.352 12.173 1.131 0.038 -0.02 -0.07
Si 4.069 15.251 1.239 0.434 0.116 0.389
Si 6.81 1.458 1.38 0.02 -0.068 -0.057
Si 9.649 4.034 1.549 -0.013 0.022 -0.041
Si 7.053 6.771 1.391 0.148 0.414 0.3
Si 9.564 9.655 1.283 0.048 -0.022 -0.068
Si 6.925 12.334 1.464 0.038 0.013 -0.034
Si 9.553 14.957 1.324 -0.022 -0.002 -0.052
Si 12.395 1.367 1.308 0.005 0.025 -0.016
Si 15.055 3.938 0.908 -0.036 0.018 -0.046
Si 12.188 6.804 1.34 -0.029 -0.007 -0.076
Si 15.032 9.611 1.382 0.032 0.034 0.009
Si 12.161 12.299 1.27 0.007 -0.033 -0.04
Si 14.989 14.985 1.034 -0.033 -0.01 -0.051
Si 16.305 2.64 2.483 0.006 0.005 0.015
Si 2.683 0.054 2.704 0.005 0.029 0.013
Si 0.149 8.138 2.559 0.045 -0.031 0.02
Si 2.836 5.435 2.765 0.01 0.038 0.054
Si 0.072 13.659 2.47 0.012 0.048 0.022
Si 2.71 10.825 2.546 -0.008 -0.011 0.023
Si 5.576 2.775 2.825 0.002 0 0.063
Si 8.15 16.305 2.656 0.012 0.006 0.026
Si 5.503 8.086 2.664 0.05 -0.015 0.003
Si 8.334 5.479 2.838 -0.042 -0.022 0.017
Si 5.411 13.727 2.57 -0.044 0.049 -0.003
Si 8.265 10.934 2.776 -0.024 -0.007 0.047
Si 11.08 2.687 2.76 0.005 0.008 0.034
Si 13.729 16.281 2.594 -0.019 -0.043 -0.016
Si 10.913 8.253 2.664 -0.037 0.021 -0.007
Si 13.717 5.352 2.451 0.026 -0.047 -0.008
Si 10.903 13.636 2.711 0.03 0.033 0.021
Si 13.587 10.953 2.647 -0.028 0.009 0.029
Si 1.368 4.018 3.93 -0.016 -0.019 -0.024
Si 4.111 1.399 4.052 0.012 0.008 -0.016
Si 1.433 9.494 3.984 -0.014 0.002 0.052
Si 4.171 6.803 4.103 0.007 0.009 0.018
Si 1.381 14.935 3.99 -0.044 0.045 -0.008
Si 4.094 12.248 3.89 -0.007 -0.017 -0.015
Si 6.921 4.137 4.148 0.004 0.011 -0.017
Si 9.595 1.328 4.006 -0.014 -0.004 -0.028
Si 6.866 9.497 4.019 0.027 -0.003 -0.031
Si 9.659 6.884 4.113 0.008 0.018 0.02
Si 6.791 14.984 4.031 0.012 -0.01 -0.006
Si 9.602 12.281 4.117 0.001 -0.038 -0.006
Si 12.429 4.099 4.017 0.005 0.022 -0.001
Si 15.035 1.342 3.978 0.022 0.004 -0.018
Si 12.297 9.566 4.028 -0.013 0.005 0
Si 15.041 6.76 3.863 -0.027 0.026 0.01
Si 12.335 14.974 3.996 0.008 -0.017 0.006
Si 15.026 12.318 3.915 0.03 -0.015 -0.017
Si 16.379 0.011 10.794 -0.001 -0.003 -0.019
Si 2.784 2.724 10.825 0 0.003 0.003
Si 16.392 5.443 10.829 0.004 0.006 0.003
Si 2.781 8.166 10.823 0.002 -0.001 0.006
Si 0.083 10.888 10.818 -0.008 0.005 -0.006
Si 2.767 13.612 10.812 -0.001 0.012 0.005
Si 5.493 16.319 10.819 0.013 0.01 0.004
Si 8.225 2.732 10.829 -0.009 -0.012 -0.001
Si 5.503 5.448 10.805 0.009 0.001 -0.004
Si 8.239 8.16 10.8 0 0 -0.006
Si 5.502 10.886 10.795 0.021 -0.021 -0.004
Si 8.231 13.623 10.809 0.007 -0.004 0.003
Si 10.962 0.031 10.829 -0.011 -0.012 0.009
Si 13.681 2.735 10.816 0.004 0.004 -0.004
Si 10.97 5.451 10.832 -0.018 0 0.004
Si 13.692 8.166 10.826 0.004 0.005 -0.002
Si 10.962 10.891 10.803 -0.002 0.003 0
Si 13.683 13.608 10.813 -0.002 -0.011 -0.009
Si 1.391 1.376 12.17 0 -0.002 -0.003
Si 4.145 4.092 12.181 0.011 -0.01 0.003
Si 1.429 6.798 12.193 -0.002 -0.016 0.007
Si 4.16 9.527 12.168 0.014 0.024 0.004
Si 1.429 12.255 12.193 0.005 -0.003 0.007
Si 4.105 14.98 12.177 -0.003 -0.027 0.008
Si 6.855 1.36 12.178 -0.011 0.006 -0.005
Si 9.591 4.097 12.186 -0.007 -0.008 0.009
Si 6.876 6.798 12.16 -0.012 0 0.003
Si 9.608 9.515 12.149 -0.005 -0.005 -0.007
Si 6.861 12.249 12.14 -0.018 0.001 -0.011
Si 9.593 14.988 12.172 -0.013 0.002 0.005
Si 12.328 1.394 12.192 0.027 0.031 0.001
Si 15.038 4.073 12.193 -0.022 -0.013 -0.015
Si 12.347 6.796 12.194 0.004 0.001 0.011
Si 15.056 9.528 12.186 -0.001 -0.006 0.002
Si 12.318 12.252 12.171 -0.01 -0.021 0.004
Si 15.052 14.97 12.172 -0.001 0.018 -0.004
Si 16.381 2.722 13.58 0.006 0 0.005
Si 2.72 0.022 13.538 0.013 0.016 0.009
Si 16.4 8.157 13.562 0 0.019 0
Si 2.774 5.427 13.564 -0.006 0.018 -0.01
Si 16.409 13.637 13.57 0.001 -0.003 0.006
Si 2.811 10.891 13.528 0.009 -0.019 0.004
Si 5.486 2.712 13.541 0.011 -0.007 0.001
Si 8.223 0.014 13.539 -0.002 0.016 0.017
Si 5.511 8.144 13.52 0.011 0.011 0.003
Si 8.218 5.446 13.548 0.011 -0.007 0.018
Si 5.47 13.584 13.486 0.036 -0.007 0
Si 8.236 10.884 13.477 0.001 0.002 0
Si 10.962 2.758 13.555 0.006 -0.01 0.007
Si 13.722 0.037 13.525 0.003 -0.007 -0.011
Si 10.978 8.171 13.52 -0.028 0.015 0.013
Si 13.692 5.413 13.567 0.025 -0.005 0.014
Si 10.966 13.633 13.523 0.001 0 0.011
Si 13.7 10.906 13.53 -0.002 0.003 -0.002
Si 1.412 4.076 14.956 0.015 -0.011 0.012
Si 4.041 1.406 14.886 -0.005 0.029 -0.005
Si 1.488 9.511 14.887 0.003 -0.017 -0.011
Si 4.146 6.793 14.898 0.012 0.006 -0.008
Si 1.424 15 14.983 -0.013 -0.025 0.014
Si 4.142 12.257 14.912 -0.005 0.01 0.002
Si 6.856 4.054 14.903 -0.025 -0.001 -0.023
Si 9.606 1.382 14.89 -0.047 -0.008 -0.001
Si 6.886 9.524 14.839 0.026 -0.016 0.009
Si 9.623 6.805 14.877 -0.033 -0.018 0.008
Si 6.801 14.953 14.82 0.001 -0.034 -0.033
Si 9.576 12.256 14.834 -0.006 0.006 0.017
Si 12.327 4.083 14.966 -0.021 -0.002 0.02
Si 15.055 1.349 14.973 -0.008 0.014 -0.003
Si 12.347 9.534 14.873 0.017 0.029 0.014
Si 15.063 6.76 14.924 0.007 0.026 0.001
Si 12.363 15.008 14.853 -0.019 -0.005 -0.023
Si 15.044 12.277 14.911 -0.002 -0.001 0.009
Si 16.412 0.037 16.425 0.015 0.013 0.015
Si 2.733 2.732 16.375 0.026 0.013 0.008
Si 16.421 5.44 16.355 0.013 -0.017 0.054
Si 2.814 8.144 16.299 -0.03 0.04 -0.015
Si 0.147 10.906 16.196 -0.012 0.025 -0.006
Si 2.827 13.648 16.316 0.019 -0.007 0.02
Si 5.378 16.287 16.124 -0.026 -0.036 -0.027
Si 8.258 2.731 16.272 0 0.025 0.023
Si 5.451 5.384 16.247 0.025 -0.014 0.025
Si 8.288 8.211 16.192 0.046 0.044 0.015
Si 5.497 10.826 16.208 -0.023 -0.045 -0.014
Si 8.115 13.552 16.153 -0.035 0.047 -0.007
Si 10.991 0.01 16.205 -0.015 0.01 0.003
Si 13.657 2.668 16.332 -0.013 -0.029 0.032
Si 10.972 5.493 16.309 0 0.031 0.014
Si 13.672 8.116 16.226 -0.024 0.001 0.025
Si 11.014 10.968 16.184 -0.013 0.007 0.016
Si 13.72 13.71 16.261 -0.028 -0.029 -0.03
Si 1.444 1.385 17.868 -0.005 -0.016 0.006
Si 4.044 4.147 17.738 -0.044 0.042 -0.029
Si 1.523 6.791 17.737 0.022 0.037 -0.026
Si 4.182 9.499 17.653 0.02 0.001 0.002
Si 1.446 12.274 17.62 0.006 -0.004 -0.042
Si 4.163 15.026 17.732 -0.011 0.023 -0.016
Si 6.653 1.406 17.374 -0.222 0.433 -0.578
Si 9.635 4.102 17.663 -0.045 -0.037 -0.006
Si 6.895 6.776 17.428 -0.008 -0.03 -0.003
Si 9.698 9.596 17.525 -0.07 -0.058 -0.022
Si 6.799 12.184 17.566 0.049 -0.021 0.031
Si 9.581 14.882 17.359 0.041 -0.067 -0.053
Si 12.295 1.274 17.72 -0.032 0.007 0.023
Si 15.009 4.058 17.666 0.003 -0.017 -0.037
Si 12.299 6.886 17.72 -0.002 0.028 -0.038
Si 15.146 9.447 17.44 0.052 -0.065 -0.01
Si 12.357 12.359 17.57 -0.04 0.076 -0.017
Si 15.037 14.98 17.777 0.013 0.008 0.031
Si 16.316 2.77 19.172 0.02 0.008 0.008
Si 2.808 16.306 19.277 -0.022 -0.032 0.036
Si 16.438 8.193 18.966 -0.012 0.025 0.019
Si 2.771 5.424 19.271 0.004 -0.045 0.047
Si 16.456 13.62 19.087 0.03 -0.048 0.046
Si 2.829 10.927 18.966 0.005 0.047 0.05
Si 5.367 2.599 18.822 -0.034 0.073 -0.005
Si 8.519 15.986 19.101 0.497 -0.37 0.289
Si 5.682 8.128 18.862 0.137 0.253 -0.412
Si 8.313 5.627 18.873 0.322 0.216 -0.394
Si 5.533 13.562 19.003 -0.012 0.083 0
Si 8.314 10.91 18.849 0.066 0.036 -0.048
Si 10.963 2.707 19.052 0.103 0.072 -0.021
Si 13.653 16.29 19.198 -0.066 -0.033 0.076
Si 11.036 8.428 19.062 0.037 -0.051 0.072
Si 13.635 5.424 19.007 -0.037 0.021 0.037
Si 10.745 13.554 18.857 -0.166 -0.527 -0.332
Si 13.9 10.965 18.607 0.008 0.029 -0.018
Si 1.004 4.449 20.487 0.248 -0.278 -0.769
Si 4.289 1.357 20.521 -0.073 -0.239 -0.578
Si 1.321 9.733 20.29 0.156 -0.202 -0.731
Si 4.236 6.25 21.027 0.161 -0.645 -0.154
Si 1.576 14.733 20.587 -0.122 0.265 -0.593
Si 3.856 12.536 20.362 0.125 -0.084 -0.768
Si 6.9 3.357 20.319 -0.142 -0.141 -0.573
Si 9.458 1.449 20.331 0.416 -0.324 -0.077
Si 7.227 9.317 20.051 0.003 0.039 -0.758
Si 9.4 7.205 20.219 0.249 -0.018 -0.696
Si 7.465 14.213 20.172 0.213 -0.267 -0.609
Si 9.153 12.56 20.236 -0.231 0.036 -0.503
Si 12.506 3.868 20.43 -0.217 0.199 -0.662
Si 14.704 1.625 20.448 0.19 -0.098 -0.655
Si 12.516 10.014 20.116 -0.303 -0.161 -0.73
Si 15.175 6.684 20.231 -0.362 0.393 -0.249
Si 12.312 15.22 20.886 0.559 0.163 -0.348
Si 15.386 11.874 20.174 -0.079 0.237 -0.793
Si 0.194 0.334 22.614 -0.062 -0.169 -0.028
Si 2.271 2.666 22.434 0.116 0.095 -0.061
Si 13.784 7.776 21.736 0.376 -0.306 -0.426
Si 3.062 8.526 22.707 0.072 0.011 -0.228
Si 13.507 11.544 24.818 -0.006 -0.142 -0.13
Si 4.348 14.395 24.729 0.018 0.113 0.022
Si 5.44 0.431 23.286 0.084 0.056 -0.217
Si 10.263 0.553 22.316 -0.216 0.309 -0.499
Si 5.597 4.79 22.418 -0.474 0.433 -0.441
Si 5.361 10.62 22.286 -0.088 -0.082 -0.093
Si 7.842 14.974 23.006 -0.017 0.12 0.038
Si 9.323 12.415 23.396 0.017 -0.021 -0.157
Si 13.819 6.428 25.797 -0.003 -0.166 -0.142
Si 11.262 5.969 22.257 0.059 -0.071 -0.06
Si 1.38 9.448 24.832 -0.011 0.014 0.136
Si 9.358 9.872 24.989 0.045 -0.024 -0.12
Si 10.292 2.865 24.497 -0.054 0.087 -0.002
Si 15.237 13.044 30.5 -0.074 -0.016 0.196
Si 4.289 3.057 24.525 -0.01 -0.001 -0.148
Si 9.879 9.894 29.186 -0.031 -0.03 0.152
Si 4.3 11.132 26.795 -0.004 -0.022 -0.046
Si 2.33 12.334 25.04 0.079 -0.056 0.054
Si 6.122 12.005 24.749 -0.015 -0.041 -0.02
Si 13.021 5.268 30.278 -0.142 -0.032 0.178
Si 8.13 3.285 26.467 -0.022 -0.017 -0.144
Si 15.981 12.823 25.874 -0.184 -0.075 -0.017
Si 10.97 7.201 25.084 -0.105 0.003 -0.15
Si 6.824 12.626 27.408 0.011 -0.009 -0.126
Si 13.383 3.505 25.207 -0.038 0.071 -0.073
Si 0.574 2.963 27.582 0.111 0.093 -0.099
Si 14.213 4.395 27.847 0.115 -0.025 0.037
Si 14.841 8.745 24.516 -0.037 0.052 -0.017
Si 3.011 9.552 28.8 -0.037 -0.093 0.02
Si 12.986 12.313 21.896 -0.022 -0.019 -0.236
Si 15.552 1.432 25.379 -0.004 -0.015 -0.061
Si 15.406 0.523 28.283 -0.101 0.03 -0.198
Si 5.113 15.145 27.608 -0.134 -0.138 0.044
Si 0.95 9.77 32.686 -0.017 0.025 -0.063
Si 7.99 4.756 24.106 -0.048 -0.141 -0.169
Si 4.513 11.511 30.484 0.095 0.079 0.021
Si 3.017 14.166 29.568 -0.133 0.099 0.368
Si 3.82 3.383 27.686 -0.123 -0.049 -0.024
Si 10.498 14.996 30.344 0.072 0.069 0.271
Si 5.765 7.601 31.238 -0.153 -0.152 0.042
Si 11.302 7.741 30.884 0.025 -0.088 0.224
Si 6.195 1.541 28.333 0.038 0.115 0.216
Si 7.924 8.824 27.267 -0.124 0.016 0.009
Si 12.043 3.704 32.881 -0.207 -0.23 0.082
Si 13.35 15.521 30.13 0.114 -0.008 0.132
Si 2.053 7.032 30.298 0.005 0.041 0.088
Si 9.723 12.651 28.464 0.03 0.066 -0.064
Si 15.506 10.052 30.24 -0.006 0.079 0.072
Si 8.659 6.152 26.523 -0.047 -0.073 0.021
Si 6.723 15.019 33.033 0.085 -0.065 0.157
Si 3.311 8.388 32.842 -0.022 -0.174 0.592
Si 6.354 4.824 31.989 0.006 -0.073 0.061
Si 0.536 10.285 27.577 0.023 -0.139 -0.021
Si 4.723 12.621 33.302 -0.406 0.256 0.485
Si 8.842 3.098 32.446 0.173 0.148 0.051
Si 12.266 15.14 32.767 0.004 -0.12 0.065
Si 9.845 7.29 33.381 0.045 -0.064 -0.079
Si 7.049 10.005 29.812 -0.092 0.01 -0.044
Si 8.008 0.484 30.809 -0.037 0.055 0.042
Si 12.126 9.142 33.363 -0.058 0.141 -0.029
Si 15.257 7.186 30.763 0.132 0.169 0.01
Si 0.394 14.175 28.279 -0.049 0.025 -0.083
Si 16.026 6.969 33.535 0.058 -0.011 0.072
Si 4.348 5.403 29.808 0.12 0.007 0.165
Si 1.114 14.49 32.223 0.069 0.198 0.042
Si 10.885 12.261 25.859 -0.065 0.069 -0.142
O 14.811 11.47 30.692 -0.36 0.025 0.093
O 0.664 15.811 33.148 0.191 0.3 -0.508
O 2.137 3.775 34.595 -0.172 -0.168 -0.263
O 4.242 1.707 34.609 0.186 0.192 -0.466
O 5.246 4.477 30.822 -0.118 -0.577 -0.025
O 4.973 6.901 29.99 0.072 0.307 -0.549
O 6.631 5.607 0.294 0.401 -0.17 -0.323
O 0.291 10.933 33.541 -0.101 0.251 -0.277
O 4.579 6.516 34.713 0.156 0.041 -0.334
O 2.475 7.504 31.777 -0.393 -0.353 0.205
O 3.02 14.682 0.087 -0.159 0.34 -0.152
O 3.834 10.106 30.065 0.011 -0.242 0.199
O 7.28 15.613 31.643 0.005 -0.252 -0.501
O 6.117 16.299 33.812 0.095 0.271 -0.244
O 9.868 1.384 34.894 -0.042 -0.135 -0.604
O 8.301 3.162 33.964 -0.239 0.306 0.065
O 5.685 4.441 33.427 -0.092 -0.555 -0.041
O 7.818 4.154 31.715 0.022 0.387 -0.507
O 10.07 7.185 31.794 -0.268 -0.489 -0.289
O 8.491 8.057 33.716 -0.33 0.227 -0.348
O 7.012 9.618 34.91 -0.155 -0.038 -0.503
O 5.718 11.613 34.05 0.119 -0.072 -0.258
O 9.722 12.371 34.51 -0.128 -0.143 -0.325
O 7.903 14.279 33.876 0.113 0.315 -0.047
O 11.664 16.16 33.846 -0.128 0.286 -0.38
O 13.264 15.897 31.722 0.159 0.638 -0.009
O 15.225 1.222 34.238 -0.171 -0.106 -0.074
O 13.085 2.54 33.394 0.016 -0.103 -0.578
O 12.739 4.481 31.653 0.157 0.05 -0.15
O 12.092 4.657 34.192 0.313 0.162 -0.043
O 0.694 5.698 33.616 0.027 -0.006 -0.37
O 15.121 6.976 34.867 0.397 -0.314 0.366
O 11.536 10.635 33.628 0.322 0.347 -0.28
O 13.553 8.989 34.075 0.273 0.382 -0.145
O 14.951 12.353 34.656 0.076 -0.113 -0.208
O 13.097 14.004 33.607 -0.092 -0.153 -0.21
O 1.461 3.982 21.99 -0.271 0.417 0.377
O 5.109 7.334 20.192 -0.121 -0.072 0.217
O 5.22 0.628 21.676 0.346 -0.403 0.034
O 3.44 2.509 21.326 0.09 0.321 -0.072
O 2.008 9.165 21.651 -0.013 0.125 0.202
O 0.186 10.822 20.725 -0.131 -0.134 0.456
O 5.985 3.407 21.659 -0.131 -0.468 0.294
O 3.416 7.038 22.194 -0.377 -0.094 0.546
O 2.737 13.609 20.933 -0.062 -0.018 0.143
O 0.77 15.256 21.955 -0.303 -0.444 0.359
O 4.392 9.443 22.817 0.323 -0.048 0.585
O 4.462 11.817 21.685 0.057 0.231 0.505
O 7.387 4.877 20.018 -0.349 0.049 0.374
O 8.156 2.407 20.65 -0.068 -0.308 0.145
O 10.342 1.534 23.594 0.197 -0.042 0.355
O 7.178 0.427 18.563 -0.099 -0.031 0.037
O 6.337 10.019 21.186 0.179 0.377 -0.003
O 10.192 10.812 25.998 0.251 -0.244 0.501
O 9.883 6.318 21.499 -0.451 -0.354 0.379
O 8.281 8.277 20.76 0.061 -0.059 0.354
O 6.996 14.59 21.69 -0.617 0.061 0.191
O 6.901 16.125 23.684 0.163 0.264 0.592
O 11.09 14.793 19.913 -0.129 0.484 0.088
O 9.649 12.446 21.812 0.405 -0.196 0.096
O 11.025 6.163 23.835 0.05 -0.401 0.141
O 11.802 4.501 21.786 0.039 -0.041 0.336
O 13.61 2.759 20.938 -0.089 -0.063 0.25
O 15.213 0.824 21.784 -0.348 -0.054 0.265
O 13.501 9.261 21.167 0.378 0.32 0.2
O 12.041 11.378 20.933 -0.398 0.382 -0.105
O 13.939 9.996 25.028 -0.029 -0.16 0.406
O 16.253 5.617 20.865 -0.177 0.137 0.511
O 11.758 16.309 21.963 0.265 0.426 0.224
O 9.295 15.619 22.698 0.095 -0.217 0.035
O 14.549 12.214 21.517 0.107 0.283 0.488
O 12.663 13.888 21.747 -0.035 -0.083 0.54
O 16.149 0.435 24.209 0.17 -0.293 0.423
O 15.877 14.048 26.904 -0.404 0.385 -0.241
O 2.8 2.762 23.946 -0.339 -0.248 0.529
O 1.379 1.358 22.298 -0.048 0.055 0.025
O 3.917 9.705 27.453 0.344 -0.448 -0.231
O 14.221 7.982 23.253 -0.209 -0.04 0.356
O 8.002 9.333 25.723 -0.378 0.128 -0.17
O 6.387 11.284 23.346 0.386 0.164 0.091
O 12.814 11.725 23.376 -0.119 0 0.054
O 0.955 13.153 25.007 -0.01 0.599 -0.205
O 3.254 13.338 24.205 -0.221 0.103 -0.442
O 5.709 13.556 24.553 0.356 0.164 -0.069
O 5.233 1.798 24.127 0.293 0.003 0.382
O 4.316 15.688 23.78 -0.43 -0.071 0.021
O 8.525 4.691 27.204 0.244 0.004 0.879
O 9.504 2.591 25.908 0.267 -0.56 0.41
O 4.766 4.407 23.76 -0.196 0.477 0.367
O 7.078 5.287 22.898 0.155 0.385 0.025
O 7.257 12.129 25.911 0.424 -0.047 -0.072
O 4.968 11.01 25.336 -0.192 -0.512 -0.355
O 8.997 10.844 23.735 -0.096 -0.338 -0.439
O 8.176 13.539 23.705 -0.411 -0.28 0.612
O 8.131 12.323 28.3 -0.297 0.012 0.056
O 14.103 0.324 29.237 -0.366 0.511 0.085
O 13.813 5.063 24.859 -0.041 -0.013 -0.489
O 15.005 7.521 25.575 0.305 -0.181 0.226
O 12.352 7.028 21.724 -0.169 0.163 -0.352
O 11.836 3.297 24.767 -0.035 0.307 -0.027
O 2.042 10.873 24.426 0.295 0.152 -0.548
O 16.27 9.345 24.1 -0.083 0.372 -0.576
O 12.474 12.022 25.962 0.229 0.038 0.587
O 10.296 8.598 24.59 0.147 0.087 -0.225
O 14.391 2.342 24.645 -0.11 -0.208 -0.412
O 10.52 12.868 24.397 0.462 0.276 -0.004
O 16.23 12.976 29.239 0.161 -0.52 -0.153
O 2.177 3.228 27.837 -0.211 0.254 0.281
O 10.559 11.309 28.838 0.741 0.106 -0.145
O 7.27 2.406 27.481 -0.024 -0.191 0.283
O 8.22 6.097 24.968 -0.14 0.627 -0.358
O 2.384 8.366 24.174 0.147 -0.669 0.201
O 6.758 8.688 30.664 0.626 -0.104 -0.05
O 6.112 11.262 30.238 0.179 0.236 -0.103
O 5.79 0.269 27.444 0.26 0.006 -0.594
O 6.412 14.167 27.628 0.383 0.247 0.182
O 1.994 14.068 28.31 0.247 -0.283 -0.69
O 15.038 0.559 26.68 -0.313 -0.443 -0.04
O 13.236 4.15 29.131 -0.342 -0.391 0.129
O 4.194 3.28 26.115 0.105 -0.018 -0.08
O 11.901 6.438 30.148 -0.356 0.034 -0.513
O 7.268 3.695 25.133 -0.717 -0.443 -0.155
O 9.398 4.005 23.709 0.165 0.115 -0.351
O 12.498 7.334 25.569 0.271 0.318 0.009
O 9.38 9.114 27.877 0.501 -0.266 -0.47
O 10.205 6.621 26.398 0.435 0.095 0.539
O 4.206 14.825 26.292 -0.576 -0.094 0.008
O 10.891 8.855 29.832 0.271 0.133 -0.155
O 11.838 15.453 29.554 -0.029 0.271 -0.658
O 9.875 13.689 29.663 -0.14 -0.129 0.338
O 15.848 4.196 27.891 0.233 0.292 0.184
O 13.94 5.899 27.31 0.12 0.263 0.475
O 13.57 3.335 26.805 -0.421 -0.554 0.172
O 1.095 9.251 26.433 0.186 -0.325 0.194
O 14.695 8.696 30.591 -0.721 -0.023 -0.245
O 2.522 8.053 29.117 -0.047 -0.117 -0.452
O 0.459 8.383 33.377 0.068 -0.043 0.259
O 16.252 11.493 26.729 -0.039 -0.116 -0.235
O 14.736 12.583 24.911 -0.009 0.482 -0.167
O 10.344 13.199 27.065 -0.176 0.468 -0.171
O 2.98 12.053 26.516 -0.094 0.401 0.557
O 0.358 2.434 26.039 0.421 0.163 -0.416
O 4.765 2.324 28.514 -0.141 -0.213 0.517
O 16.075 13.748 31.71 -0.409 0.009 0.231
O 2.178 14.655 30.937 0.225 0.002 -0.273
O 6.964 1.078 29.702 -0.314 0.078 -0.03
O 2.557 9.835 32.849 0.099 0.563 0.063
O 4.827 8.395 32.293 0.393 0.402 0.323
O 6.581 6.428 31.985 0.561 0.198 0.132
O 4.329 4.808 28.301 0.089 0.19 -0.424
O 3.758 12.742 29.758 0.113 -0.016 -0.121
O 4.21 15.126 28.976 0.139 0.616 0.386
O 0.558 9.927 31.125 0.482 0.18 -0.348
O 15.703 9.878 28.636 -0.618 -0.227 -0.252
O 10.484 3.345 32.454 0.039 -0.132 -0.258
O 8.527 1.669 31.777 0.133 -0.226 0.176
O 10.998 14.621 31.866 -0.251 -0.227 0.306
O 9.369 16.15 30.215 0.205 0.36 -0.347
O 7.722 7.216 27.298 -0.508 -0.095 0.468
O 8.613 10.272 30.127 0.186 0.472 0.513
O 9.864 5.909 34.207 -0.497 -0.416 -0.108
O 6.866 9.592 28.224 -0.562 0.228 -0.328
O 5.541 13.941 32.79 -0.338 0.239 -0.534
O 4.23 11.8 32.023 -0.321 -0.156 0.033
O 12.282 8.598 31.862 0.72 0.144 -0.126
O 11.076 8.12 34.05 -0.04 -0.164 0.716
O 14.4 6.065 30.039 0.451 -0.302 -0.404
O 14.001 14.018 30.103 -0.298 -0.12 0.046
O 16.351 15.639 28.792 0.458 0.26 0.659
O 1.803 13.531 33.316 -0.335 -0.304 -0.244
O 0.448 6.989 30.251 0.062 -0.134 -0.459
O 2.753 5.579 30.128 -0.212 -0.571 0.028
O 16.314 1.825 28.589 0.048 -0.05 0.6
O 5.408 11.866 27.722 -0.169 -0.054 0.53
O 15.04 6.783 32.304 -0.585 -0.079 0.164
O 1.779 10.57 28.56 -0.056 0.383 0.148
Si 0.062 16.317 5.361 0 -0.005 0.004
Si 2.738 2.746 5.377 0.013 -0.001 0.016
Si 0.05 5.423 5.299 0.003 0.006 -0.013
Si 2.788 8.18 5.394 0.003 0.005 0.009
Si 0.045 10.897 5.287 -0.005 -0.024 -0.017
Si 2.76 13.574 5.326 0.031 -0.013 -0.01
Si 5.464 0.02 5.401 0.003 0.007 -0.009
Si 8.278 2.711 5.409 0.012 0.002 -0.004
Si 5.521 5.461 5.467 0.001 0.024 0.019
Si 8.228 8.188 5.432 -0.008 0.007 0.003
Si 5.474 10.903 5.308 -0.016 -0.017 -0.017
Si 8.182 13.634 5.4 -0.027 -0.005 -0.006
Si 10.955 16.31 5.373 -0.005 0.003 -0.009
Si 13.712 2.704 5.383 -0.009 -0.002 -0.007
Si 11.042 5.462 5.379 -0.019 -0.002 -0.002
Si 13.694 8.14 5.287 0.025 -0.018 -0.005
Si 10.965 10.904 5.432 0.008 0.015 0.006
Si 13.69 13.621 5.355 0.002 0.013 0.005
Si 1.42 1.353 6.733 -0.011 0.005 -0.006
Si 4.119 4.086 6.754 -0.005 0.009 0
Si 1.408 6.786 6.696 0.013 0.02 -0.001
Si 4.144 9.557 6.726 0.004 -0.021 -0.003
Si 1.405 12.226 6.694 -0.009 -0.002 0.005
Si 4.114 14.941 6.718 0.004 0.005 -0.004
Si 6.866 1.369 6.745 -0.004 0.012 -0.004
Si 9.644 4.098 6.731 -0.004 -0.008 -0.004
Si 6.886 6.821 6.794 -0.011 0.003 0.015
Si 9.593 9.548 6.774 0.011 -0.002 0.003
Si 6.831 12.241 6.721 0.02 -0.012 -0.014
Si 9.581 14.973 6.746 0.008 0.004 -0.005
Si 12.308 1.369 6.727 -0.006 0.002 0.008
Si 15.052 4.086 6.728 0.001 -0.016 -0.002
Si 12.367 6.825 6.736 -0.003 0.007 -0.016
Si 15.034 9.52 6.669 -0.012 0.01 0
Si 12.345 12.264 6.748 0 -0.025 0.006
Si 15.022 14.978 6.732 -0.01 -0.002 0.006
Si 0.076 2.726 8.095 0.016 0.003 0.008
Si 2.779 16.314 8.089 0.005 0.003 -0.001
Si 0.068 8.167 8.061 -0.011 -0.009 -0.008
Si 2.767 5.457 8.097 0.001 -0.011 0.005
Si 0.065 13.6 8.071 -0.006 0.01 -0.003
Si 2.77 10.894 8.084 0.011 -0.003 -0.003
Si 5.497 2.725 8.1 0.001 -0.001 0.002
Si 8.227 0.016 8.11 0.007 0.001 -0.006
Si 5.499 8.191 8.102 0.023 0.014 0.005
Si 8.261 5.438 8.106 0.003 0.011 -0.006
Si 5.486 13.603 8.089 -0.013 -0.017 -0.006
Si 8.215 10.908 8.1 -0.006 -0.022 -0.004
Si 10.971 2.733 8.107 -0.004 0.01 -0.004
Si 13.66 0.01 8.092 0.005 0.001 -0.008
Si 10.976 8.169 8.096 -0.006 0.003 -0.006
Si 13.699 5.448 8.098 -0.011 0.016 0.008
Si 10.958 13.616 8.098 -0.005 -0.007 -0.001
Si 13.694 10.872 8.078 0 0.002 0.002
Si 1.428 4.085 9.464 0.004 -0.002 0.002
Si 4.138 1.359 9.456 0.011 -0.014 -0.002
Si 1.426 9.52 9.443 0.011 0.004 0.007
Si 4.137 6.818 9.451 -0.002 0.017 0
Si 1.415 14.961 9.441 0.004 -0.007 -0.002
Si 4.126 12.251 9.451 0.001 0.003 0.013
Si 6.871 4.085 9.453 0.004 0.001 -0.008
Si 9.593 1.381 9.465 -0.005 0.021 -0.003
Si 6.872 9.532 9.455 -0.008 0.004 -0.001
Si 9.619 6.803 9.458 0.006 -0.006 0.001
Si 6.855 14.966 9.449 0.006 -0.01 -0.004
Si 9.592 12.259 9.454 -0.007 -0.007 -0.001
Si 12.328 4.098 9.461 0.007 -0.008 0.008
Si 15.02 1.372 9.443 -0.022 0.004 -0.006
Si 12.333 9.527 9.456 -0.01 -0.003 0.005
Si 15.049 6.812 9.456 -0.003 -0.003 0.003
Si 12.312 14.977 9.468 -0.004 0.015 -0.007
Si 15.041 12.24 9.448 0.007 -0.022 0.002

Results
total energy: -115451.063 eV
total energy less fixed offsets of O -438.35, Si -107.03 eV per atom: 15.277 eV
